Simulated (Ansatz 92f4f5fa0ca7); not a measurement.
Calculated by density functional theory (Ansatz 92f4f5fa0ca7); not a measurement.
Periodic cell of 184 atoms, Si120O64, from a study of silicon, its oxide and their interface. The atomic structure is a simulated model.
This geometry differs little from another in the collection (a relaxation step or a small displacement).

Settings
functional: r2SCAN
potential files: Ansatz PAW
basis: plane waves
wave-function cutoff: 800 eV
density cutoff ratio: 5
exchange-correlation grid ratio: 1
k mesh: 1 x 1 x 1, shifted by 0.5 0.5 0 of a step
self-consistency stop: 1e-10 eV per atom in the density residual
occupations: fixed
spin: none
net charge: 0

Cell vectors (angstrom)
a 10.888 0 0
b 0 10.888 0
c 0 0 27.488

Atoms: element, x, y, z (angstrom)
Si 0.263 -0.4028 0.2417
Si 2.5889 2.8296 -0.1295
Si 0.341 5.0886 -0.0752
Si 2.6211 8.4103 0.0553
Si 5.8267 -0.3197 0.031
Si 7.917 3.0397 -0.0651
Si 5.6824 5.2093 0.4325
Si 7.9024 8.223 0.1763
Si 1.4389 1.3092 1.3181
Si 4.0504 3.9229 1.4127
Si 1.4683 6.7075 1.2526
Si 4.1844 9.5244 1.3897
Si 6.9409 1.3116 1.2797
Si 9.5993 4.0444 1.2881
Si 6.8538 6.7665 1.6584
Si 9.5415 9.3529 1.4566
Si 0.0302 2.6547 2.6784
Si 2.8123 0.0054 2.7298
Si 0.071 8.004 2.7232
Si 2.7599 5.3869 2.7258
Si 5.4952 2.5909 2.7011
Si 8.2448 -0.0314 2.7316
Si 5.4297 8.1511 2.8528
Si 8.3196 5.3884 2.8023
Si 1.3622 4.0492 4.0637
Si 4.1386 1.3258 4.1334
Si 1.4026 9.4824 4.0235
Si 4.0713 6.756 4.1333
Si 6.8421 4.0223 4.043
Si 9.5783 1.3243 4.0896
Si 6.8363 9.5397 4.1154
Si 9.6174 6.7492 4.1723
Si 0.0439 -0.0459 5.4253
Si 2.7461 2.7146 5.4402
Si 0.048 5.3867 5.5007
Si 2.7137 8.1431 5.4469
Si 5.4711 -0.0217 5.4939
Si 8.1802 2.6806 5.4272
Si 5.4807 5.4007 5.4316
Si 8.204 8.1542 5.4549
Si 1.37 1.3484 6.7925
Si 4.0915 4.0865 6.8147
Si 1.3677 6.8046 6.8268
Si 4.0696 9.5107 6.7989
Si 6.8145 1.3661 6.8218
Si 9.5081 4.0568 6.7958
Si 6.8105 6.7948 6.796
Si 9.5457 9.5293 6.8195
Si -0.0252 2.714 8.1404
Si 2.7188 -0.0081 8.1599
Si 0.0048 8.1628 8.1821
Si 2.7266 5.4655 8.1752
Si 5.4481 2.7281 8.1769
Si 8.1666 0.0149 8.1721
Si 5.4235 8.1643 8.143
Si 8.1631 5.4312 8.156
Si 1.2997 4.1183 9.4824
Si 4.0591 1.3725 9.5115
Si 1.3456 9.5505 9.5419
Si 4.056 6.853 9.5355
Si 6.7912 4.1076 9.541
Si 9.496 1.4045 9.5352
Si 6.7587 9.5506 9.4904
Si 9.5104 6.8016 9.5113
Si -0.0336 0.0465 10.8659
Si 2.6484 2.754 10.7975
Si -0.0417 5.4563 10.912
Si 2.6953 8.2069 10.9345
Si 5.4084 0.0191 10.8884
Si 8.1458 2.7673 10.937
Si 5.4199 5.4974 10.8605
Si 8.1193 8.1777 10.8015
Si 1.3045 1.4477 12.2084
Si 3.9701 4.1497 12.1107
Si 1.2917 6.8489 12.2717
Si 4.0492 9.5906 12.3025
Si 6.7421 1.3985 12.2539
Si 9.486 4.1409 12.3401
Si 6.7896 6.8644 12.2078
Si 9.4285 9.5696 12.1329
Si -0.0259 2.7622 13.6823
Si 2.6631 0.1256 13.5979
Si -0.1314 8.2543 13.5275
Si 2.6804 5.4767 13.5832
Si 5.2844 2.7966 13.4639
Si 8.099 -0.0043 13.5729
Si 5.4671 8.2287 13.6099
Si 8.0984 5.5426 13.6663
Si 1.5823 3.9321 14.9816
Si 3.7952 1.7235 14.9324
Si 1.0257 9.8424 14.7796
Si 4.3086 6.6185 14.8301
Si 6.3973 4.3423 14.7746
Si 9.6828 1.0941 14.8784
Si 6.9795 9.3924 15.031
Si 9.2199 7.1959 14.9628
Si -25.1398 -15.4934 21.0402
Si 4.1519 -15.0634 25.5941
Si -18.8554 8.5212 16.9111
Si 35.2094 -5.6383 23.6589
Si 5.5025 19.3177 20.646
Si -13.0961 10.8909 22.6933
Si 6.3235 1.8069 22.8679
Si -21.9039 11.3142 24.9158
Si -2.4966 14.5214 24.4684
Si -22.2769 16.0209 16.8247
Si 20.0752 -4.5168 25.3673
Si 5.1223 -4.4502 22.815
Si -23.1244 -2.9602 22.6762
Si 24.0103 -0.6989 23.5765
Si -8.715 22.0638 20.6417
Si 10.5257 -30.8909 20.9588
Si -34.4933 14.9842 19.3013
Si -17.5151 33.7875 25.1629
Si -5.7709 21.7175 17.1734
Si -5.6898 0.6268 20.2281
Si -9.3191 18.5223 22.2781
Si 13.6136 -13.5441 19.6805
Si 19.1879 -7.8486 16.6731
Si 0.4663 13.8491 23.6979
O 8.1109 -13.4881 -11.9837
O -5.9423 7.843 -5.4522
O -10.7791 8.2765 -5.4084
O 17.7529 9.3634 -0.4075
O -9.4619 17.1651 -4.3706
O 6.8758 14.296 -11.4577
O -5.5753 11.2782 -1.3488
O -4.4446 38.4181 -5.3403
O 19.7477 -9.2912 -11.2758
O -15.0457 15.044 -0.2541
O -2.5573 2.7491 -1.6445
O 9.455 11.4164 -3.4906
O -5.8219 12.7022 -3.5787
O 5.6669 10.0399 -6.7182
O -14.6212 0.4275 -4.5312
O -1.5265 11.5952 -6.1073
O -0.077 21.7912 15.3834
O -7.5 -8.6884 26.0401
O 3.8703 -5.498 22.6978
O -10.0765 -0.7477 24.3361
O -19.6411 11.1004 22.2488
O -0.8746 6.6115 16.2797
O 3.7152 7.3518 16.1477
O -14.9524 18.4368 20.2566
O 13.0386 -1.1927 20.0178
O 5.3546 5.4672 15.3592
O 14.4862 11.8197 20.221
O -9.9109 26.4571 16.3233
O 8.1648 5.2151 24.8181
O -8.6621 29.6221 18.203
O 0.4042 13.211 22.2391
O -16.1923 -10.3251 18.6145
O 4.5673 1.1493 16.2433
O -27.4766 6.9084 24.3608
O 4.3405 -13.614 19.5594
O 11.563 1.8269 24.8288
O -0.5613 -10.7398 26.4253
O 3.9127 31.5223 17.304
O 5.8339 -9.1359 21.2672
O -9.1811 -1.8061 16.0293
O -13.0988 -1.6021 22.5818
O -18.4188 -2.8647 26.1138
O 13.9174 -16.1437 25.1464
O 19.7488 28.5776 21.7532
O 12.3122 20.353 27.1571
O 13.5828 -8.0629 15.4708
O 1.8154 14.7222 23.711
O 2.1847 7.2474 20.8288
O -23.0076 -3.5441 24.1655
O 9.3565 -28.5434 16.0844
O -1.0282 -18.7262 20.2217
O 33.5095 -20.7043 20.1037
O 8.0231 15.9584 20.0785
O -11.6449 4.9794 18.4191
O -5.8649 -15.6276 26.7859
O 6.3476 -0.7898 16.3754
O -13.3418 7.3264 26.4163
O -0.9716 3.6598 23.9046
O -18.4417 10.8365 24.5443
O 13.4113 -13.1069 23.0909
O -2.6883 3.1829 18.2662
O 1.4308 14.8234 26.9187
O -3.5498 13.9156 23.3463
O -0.3888 -48.7402 26.0642

Results
free energy: -113258.595 eV
free energy less fixed offsets of O -570.45, Si -639.56 eV per atom: -2.595 eV

Forces (eV/angstrom), in the order of the atoms: element, x, y, z
Si -0.0192 0.0123 -0.1026
Si 0.0115 -0.0107 -0.1135
Si -0.0097 0.0065 -0.1021
Si 0.0125 -0.0006 -0.0988
Si -0.011 0.0165 -0.0976
Si 0.0102 -0.0021 -0.1184
Si -0.0129 0.021 -0.0806
Si 0.0097 -0.0217 -0.0926
Si 0.0008 0.0008 0.0076
Si 0.0003 -0.0003 0.0057
Si -0.001 0.0009 0.0071
Si 0.0006 -0.0022 0.0058
Si 0.001 0.0026 0.0051
Si -0.002 -0.0011 0.0082
Si -0.0007 0.0003 0.0033
Si -0.0017 0.0019 0.0053
Si -0.0014 -0.0018 -0.0004
Si -0.0002 0.0008 -0.0005
Si 0.0006 -0.0017 -0.0014
Si 0.0016 0.0024 -0.0013
Si 0.0001 -0.0019 -0.0007
Si 0.0011 0.001 -0.0018
Si -0.0028 -0.0005 -0.001
Si 0.0026 -0.0016 -0.0015
Si 0.0007 -0.001 0.0008
Si 0.0004 0.0001 0.0009
Si -0.0002 -0.0003 0.0014
Si 0 -0.0015 0.001
Si -0.0004 0 0.0004
Si 0.0001 0.0005 0.0008
Si 0.0015 -0.0006 0.0014
Si -0.0004 0.0011 0.0004
Si 0.0004 -0.0002 0.0008
Si -0.0004 -0.0001 0.0013
Si 0.0001 -0.0005 0.0004
Si -0.0003 0.0001 0.0016
Si 0.0002 -0.0002 0.0005
Si -0.0001 0.0002 0.0014
Si 0.0001 -0.0005 0.0014
Si -0.0005 0 0.0016
Si 0.0003 -0.0002 0.0013
Si 0.0003 -0.0005 0.0008
Si 0.0001 -0.0006 0.0006
Si 0.0001 -0.0006 0.001
Si 0.0003 -0.0005 0.0007
Si 0.0005 -0.0003 0.0011
Si 0.0002 -0.0002 0.0012
Si -0.0001 -0.0006 0.0008
Si 0.0002 -0.0008 0.0011
Si -0.0003 -0.0002 0.0011
Si 0.0002 -0.0001 0.001
Si 0.0005 -0.0002 0.0009
Si -0.0001 -0.0002 0.0009
Si 0.0004 -0.0003 0.0009
Si 0.0003 -0.0007 0.001
Si -0.0002 0 0.001
Si 0.0007 -0.0002 0.0009
Si 0.0003 0 0.0009
Si -0.0004 -0.0002 0.0009
Si 0.0001 -0.001 0.0009
Si -0.0003 -0.0001 0.0007
Si 0.0003 -0.0011 0.0008
Si 0.0004 -0.0004 0.0007
Si 0 -0.0002 0.0007
Si -0.0004 -0.0007 0.0005
Si 0.0005 0.0004 0.0007
Si 0.0006 0.0001 0.0016
Si 0 -0.0006 0.0005
Si 0.0005 -0.0005 0.0012
Si -0.0003 -0.0005 0.001
Si -0.0011 -0.0005 0.0006
Si 0.0008 0.0004 0.0008
Si -0.0011 0.001 -0.0001
Si 0.0002 -0.0013 -0.0007
Si -0.0006 -0.0005 -0.001
Si 0.0007 0.0006 -0.002
Si -0.0014 -0.0001 -0.001
Si 0.0002 0.0004 -0.0006
Si 0.0017 -0.0009 0
Si 0 -0.0018 0
Si 0.0007 -0.0005 0.0036
Si 0.0018 -0.0026 0.0081
Si 0.0021 -0.0014 0.0049
Si -0.0025 0.0022 0.0063
Si 0.0018 -0.0004 0.0037
Si -0.0012 0.0014 0.0059
Si -0.0024 0.001 0.0074
Si -0.0014 0.0013 0.0018
Si 0.0139 -0.017 -0.0861
Si -0.0236 0.0177 -0.0947
Si -0.0181 0.0205 -0.0809
Si 0.0177 -0.0236 -0.0895
Si -0.0117 0.0187 -0.0752
Si 0.0172 -0.0116 -0.0821
Si 0.0215 -0.0224 -0.1
Si -0.0182 0.0129 -0.0859
Si 0.0077 -0.0344 -0.2265
Si 0.0072 -0.0307 -0.2248
Si -0.0011 -0.0007 -0.2547
Si -0.0141 0.0189 -0.1912
Si -0.0202 0.0362 -0.2008
Si -0.0051 -0.0027 -0.1915
Si 0.0017 -0.0412 -0.2408
Si 0.0033 0.0045 -0.2217
Si 0.0002 -0.0025 -0.2192
Si 0.0312 0.0234 -0.2239
Si -0.0039 0.0128 -0.2253
Si 0.045 0.0345 -0.2263
Si -0.0163 0.0019 -0.2132
Si -0.0084 -0.0137 -0.2292
Si 0.0295 -0.022 -0.2222
Si -0.0184 0.0469 -0.2426
Si 0.0127 0.0081 -0.2966
Si -0.0066 -0.0194 -0.2383
Si 0.0048 -0.0089 -0.2696
Si -0.0047 -0.0382 -0.276
Si 0.0278 0.0031 -0.2166
Si 0.0035 -0.0026 -0.2801
Si -0.0129 -0.0226 -0.2273
Si 0.0091 -0.0203 -0.2062
O -0.0022 0.0009 0.0459
O -0.018 -0.0615 0.1302
O -0.0202 -0.0003 0.0732
O 0.0016 -0.0009 0.0496
O 0.013 -0.0447 0.0867
O 0.0428 -0.0303 0.1012
O 0.0425 -0.0416 0.1298
O -0.0504 -0.0058 0.1082
O -0.0283 0.0387 0.1002
O -0.0071 0.0027 0.0516
O -0.0129 -0.0209 0.1648
O 0.0488 0.0143 0.121
O -0.0551 -0.0125 0.1357
O 0.0109 -0.0172 0.0829
O -0.0012 0.0112 0.0711
O -0.0337 -0.0406 0.1114
O 0.0001 -0.0003 0.0451
O -0.0426 0.0458 0.1224
O -0.0272 -0.0124 0.0843
O -0.034 0.0206 0.0952
O -0.0033 -0.0281 0.1775
O 0.026 -0.0438 0.1019
O -0.0376 0.0513 0.1204
O 0.0078 -0.0167 0.0819
O -0.0141 0.0475 0.1093
O -0.0029 0.0032 0.0416
O -0.032 0.0023 0.0891
O -0.0436 0.0253 0.0999
O 0.0103 0.0199 0.0809
O -0.0058 -0.0058 0.1863
O 0.0266 0.0404 0.1683
O 0.002 0.0311 0.2111
O 0.0379 -0.0491 0.1296
O -0.0312 0.008 0.1606
O 0.0436 0.0008 0.1184
O 0.0017 -0.0208 0.0929
O 0.0092 -0.0285 0.1578
O -0.0009 0.0021 0.0905
O 0.0355 0.0429 0.1589
O 0.0552 -0.0374 0.1215
O 0.0062 0.0041 0.064
O -0.0323 0.0346 0.1161
O 0.0274 0.027 0.1202
O 0.0474 0.0414 0.1136
O 0.0035 -0.0056 0.0546
O 0.002 -0.0027 0.0428
O 0.0043 -0.001 0.0639
O -0.0398 -0.0202 0.1608
O -0.0112 -0.0554 0.164
O -0.0003 0.0007 0.0869
O 0.0479 -0.0809 0.1395
O -0.0122 0.0021 0.091
O -0.0494 0.0693 0.1308
O -0.0448 -0.0317 0.1723
O 0.0418 -0.0383 0.1159
O -0.051 0.0393 0.1256
O -0.0346 0.0503 0.121
O -0.0401 0.013 0.0789
O 0.0506 0.0451 0.1114
O 0.0079 0.0307 0.0945
O 0.0205 0.032 0.1732
O 0.0025 0.0007 0.0597
O 0.0389 0.0355 0.1031
O 0.0475 -0.029 0.1149

The program warned: the cutoff lies below the one the program advises for these potential files; the forces do not sum to zero within the program's tolerance; empty levels may hold ghost states of the PAW files; the exchange-correlation potential is rough where the density is thin.
